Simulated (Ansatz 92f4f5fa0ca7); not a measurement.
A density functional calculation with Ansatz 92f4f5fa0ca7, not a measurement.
Periodic cell of 406 atoms, Si266O140, from a study of silicon, its oxide and their interface. The atomic structure is a simulated model.
Doubt: the cutoff is far below the 930 eV that the study's wrapper takes by default for these files, so forces and energies are approximate.
This geometry differs little from another in the collection (a relaxation step or a small displacement).

Settings: functional PBE; potential files Ansatz PAW; basis plane waves; wave-function cutoff 580 eV; density cutoff ratio 5; exchange-correlation grid ratio 1; k mesh 1 x 1 x 1, Gamma-centred; self-consistency stop 5e-08 eV per atom in the density residual; occupations fixed; spin none; net charge 0.

Cell vectors (angstrom)
a 15.4687 0 0
b 0 12.8259 0
c 0 0 35.8792

Atoms and the computed forces on them: element, x, y, z (angstrom), force x, y, z (eV/angstrom)
Si -0.0365 1.1779 33.2195 -0.0021 0.007 -0.0058
Si 3.8387 1.1808 33.1947 0.0068 0.0085 -0.0007
Si 7.7072 1.1747 33.2226 0.002 0.0076 -0.0014
Si 11.5943 1.1749 33.206 -0.0024 0.0062 -0.0026
Si 1.9375 7.5878 33.1938 -0.001 0.0017 -0.0043
Si 5.808 7.5922 33.2076 -0.0011 0.0038 -0.0053
Si 9.658 7.5969 33.2031 -0.0039 0.0071 -0.0035
Si 13.5569 7.5953 33.2202 0.0001 0.0062 -0.0039
Si 1.9336 5.247 33.6123 -0.0514 0.1606 -0.1964
Si 5.8008 5.247 33.6123 -0.0838 0.0976 -0.1816
Si 9.6679 5.247 33.6123 -0.1876 0.2455 0.1554
Si 13.5351 5.247 33.6123 0.1707 0.2109 0.2371
Si 0 11.6599 33.6123 -0.1176 0.0734 -0.1514
Si 3.8672 11.6599 33.6123 0.0134 0.1552 -0.0554
Si 7.7343 11.6599 33.6123 0.0026 0.0891 -0.247
Si 11.6015 11.6599 33.6123 -0.1354 0.2804 -0.158
Si 0 4.664 34.849 -0.0167 0.064 0.0272
Si 3.8672 4.664 34.849 0.0238 -0.0136 -0.0457
Si 7.7343 4.664 34.849 0.0528 0.0356 0.0124
Si 11.6015 4.664 34.849 0.0122 -0.0257 -0.0272
Si 1.9336 11.0769 34.849 0.0343 -0.0343 -0.038
Si 5.8008 11.0769 34.849 0.0058 0.0056 -0.0324
Si 9.6679 11.0769 34.849 0.0283 -0.0067 -0.034
Si 13.5351 11.0769 34.849 0.0246 -0.0417 -0.051
Si 0 2.332 35.2613 -0.1081 0.0562 0.1864
Si 3.8672 2.332 35.2613 -0.0375 0.0153 0.0345
Si 7.7343 2.332 35.2613 -0.0645 0.0579 0.1721
Si 11.6015 2.332 35.2613 0.0376 0.065 0.0579
Si 1.9336 8.745 35.2613 -0.0048 0.0247 0.0006
Si 5.8008 8.745 35.2613 0.0205 0.0227 0.0948
Si 9.6679 8.745 35.2613 -0.0973 0.0125 0.0853
Si 13.5351 8.745 35.2613 0.1402 0.0375 0.1977
Si 1.9336 1.749 0.6188 0.0221 -0.0128 -0.0049
Si 5.8008 1.749 0.6188 0.0568 0.0025 0.0065
Si 9.6679 1.749 0.6188 -0.0122 -0.0132 -0.0167
Si 13.5351 1.749 0.6188 -0.0117 0.0284 0.0348
Si 0 8.162 0.6188 -0.0609 0.0353 0.0315
Si 3.8672 8.162 0.6188 0.01 -0.0008 -0.0051
Si 7.7343 8.162 0.6188 0.0267 0.0435 0.0308
Si 11.6015 8.162 0.6188 0.0047 -0.027 -0.0212
Si 0 5.83 1.031 0.0231 -0.0334 -0.0087
Si 3.8672 5.83 1.031 -0.0247 0.0187 0.0298
Si 7.7343 5.83 1.031 -0.0583 -0.013 -0.0145
Si 11.6015 5.83 1.031 -0.0123 0.0307 0.0051
Si 1.9336 12.2429 1.031 -0.0262 0.0389 0.027
Si 5.8008 12.2429 1.031 0.0082 -0.0145 -0.0181
Si 9.6679 12.2429 1.031 -0.0222 0.0031 -0.0022
Si 13.5351 12.2429 1.031 -0.0239 0.0175 0.0036
Si 1.9336 5.247 2.2678 -0.0192 0.009 0.0315
Si 5.8008 5.247 2.2678 0.109 0.0032 -0.0212
Si 9.6679 5.247 2.2678 0.0037 -0.011 0.0054
Si 13.5351 5.247 2.2678 0.0735 -0.0413 -0.0661
Si 0 11.6599 2.2678 -0.0308 -0.0446 -0.1223
Si 3.8672 11.6599 2.2678 0.1313 -0.0483 -0.0626
Si 7.7343 11.6599 2.2678 0.0349 -0.059 -0.1294
Si 11.6015 11.6599 2.2678 -0.0123 -0.0169 0.0639
Si 1.9336 2.915 2.68 -0.0229 -0.0049 0.0372
Si 5.8008 2.915 2.68 -0.0592 0.0135 0.044
Si 9.6679 2.915 2.68 0.0072 0.0042 0.0213
Si 13.5351 2.915 2.68 0.0081 -0.0104 0.0242
Si 0 9.328 2.68 0.0575 -0.0438 0.0134
Si 3.8672 9.328 2.68 -0.0151 -0.0108 0.0231
Si 7.7343 9.328 2.68 -0.0289 -0.0579 -0.0295
Si 11.6015 9.328 2.68 -0.0069 0.0202 0.0314
Si 0.3975 -0.0332 26.5526 0.0162 -0.0264 -0.0103
Si 3.4984 0.0189 26.91 -0.0168 -0.0471 0.0417
Si 7.9529 0.2573 26.6853 -0.0171 -0.0096 0.0695
Si 11.1503 0.4206 26.7045 0.0134 -0.0098 0.0611
Si 2.3318 6.626 26.6815 0.0012 -0.0124 0.0291
Si 5.5082 6.4462 26.4924 -0.0132 -0.0301 -0.014
Si 10.098 6.572 26.9402 0.0078 -0.0391 0.0426
Si 13.181 6.6384 26.7267 -0.0026 -0.0162 0.0008
Si 1.8231 4.3354 26.8751 -0.0016 0.016 0.0042
Si 5.7166 4.0656 26.829 0.0056 0.0258 0.0198
Si 9.7492 4.2559 27.2373 0.0146 0.0234 0.0045
Si 13.3488 4.3133 27.0805 0.0083 0.018 0.0036
Si 0.019 10.508 27.0669 -0.0065 0.0335 0.0028
Si 3.7973 10.5199 26.9411 0.0051 0.0328 0.0108
Si 7.5571 10.765 26.828 -0.0032 0.032 -0.0026
Si 11.5639 10.8968 26.7058 -0.0126 0.0276 0.0135
Si -0.0802 3.6134 28.1109 0.0098 -0.008 -0.022
Si 3.7636 3.5327 28.1097 0.0011 -0.0091 -0.0023
Si 7.6644 3.6642 28.19 -0.0206 -0.0034 0
Si 11.5966 3.6899 28.5452 -0.0128 -0.0175 0.0038
Si 1.9408 9.9634 28.307 0.0112 -0.0108 0.0028
Si 5.7584 9.9663 28.1456 -0.0098 -0.0093 -0.0091
Si 9.6301 10.0814 27.9792 0.0141 -0.0336 -0.0063
Si 13.4218 10.1373 28.1233 0.0028 -0.0048 -0.0071
Si -0.0572 1.2545 28.5445 -0.005 0.0144 0.0087
Si 3.7401 1.2653 28.8475 0.0221 -0.0043 0.001
Si 7.6628 1.3605 28.7335 -0.0073 -0.0068 -0.0361
Si 11.519 1.3542 28.8242 -0.0068 -0.0046 -0.0317
Si 1.9963 7.6757 28.752 -0.0216 -0.0065 -0.0055
Si 5.8402 7.6133 28.576 0.0103 0.0051 0.0139
Si 9.7664 7.824 28.8446 -0.008 0.005 -0.0036
Si 13.5071 7.8182 28.7156 0.0188 0.0011 0.0017
Si 1.789 0.6806 29.9716 0.0008 0.0146 0.0032
Si 5.7464 0.643 29.9197 -0.0129 0.0251 -0.018
Si 9.5793 0.6895 29.971 0.0131 -0.0128 0.002
Si 13.5138 0.6705 29.8643 -0.0038 0.0094 0.0005
Si -0.0071 7.0716 29.8617 0.0074 0.0223 -0.0273
Si 3.938 7.0472 29.915 0.0059 0.0126 -0.0034
Si 7.7574 7.1029 29.8823 0.0118 0.0116 -0.0184
Si 11.6608 7.1892 30.058 -0.0151 0.0089 0.0091
Si -0.0451 4.7258 30.2361 -0.0014 -0.0113 0.0055
Si 3.8375 4.7009 30.2219 -0.0023 -0.0051 -0.008
Si 7.7067 4.7708 30.2864 -0.0018 -0.0065 -0.0093
Si 11.5989 4.8648 30.5144 0.0036 -0.006 -0.0101
Si 1.9106 11.1688 30.3363 0.0041 -0.0014 -0.0065
Si 5.7712 11.1152 30.2511 0.0024 -0.0087 0.0023
Si 9.6209 11.1552 30.1703 -0.0017 0.0298 -0.0048
Si 13.4872 11.1755 30.2617 -0.0006 -0.0008 0.0015
Si 1.9029 4.1424 31.4975 -0.0018 -0.0035 0.0076
Si 5.769 4.1191 31.506 0.0081 -0.0028 0.0078
Si 9.6199 4.129 31.559 0.0039 -0.005 0.004
Si 13.5533 4.1231 31.5686 -0.0024 -0.0029 0.0025
Si -0.0393 10.5244 31.5123 -0.0045 -0.0126 0.0082
Si 3.8584 10.5312 31.5331 -0.0012 -0.007 0.0058
Si 7.7238 10.5432 31.4901 -0.0044 -0.0111 0.006
Si 11.551 10.5887 31.4959 0.0022 -0.0123 0.0104
Si 1.8716 1.8188 32.0105 -0.0036 -0.001 -0.0076
Si 5.7844 1.7831 31.9792 -0.0075 -0.0056 -0.0022
Si 9.6377 1.7978 32.0259 0.0001 -0.0029 -0.0075
Si 13.5212 1.7862 31.9561 0.0084 -0.0061 -0.0093
Si 0.0035 8.1888 31.9512 -0.0028 -0.0007 0.0012
Si 3.8837 8.1916 31.9765 0.0027 -0.0023 -0.0052
Si 7.7224 8.217 31.9599 -0.0007 0.0012 0.0025
Si 11.6197 8.2914 32.0792 0.004 -0.0014 -0.0064
Si 0 2.332 3.9167 -0.0705 -0.1493 -0.0231
Si 3.8672 2.332 3.9167 0.1661 -0.2007 0.0557
Si 7.7343 2.332 3.9167 0.1314 -0.0565 0.3865
Si 11.6015 2.332 3.9167 -0.1157 -0.2144 0.158
Si 1.9336 8.745 3.9167 -0.0886 -0.2634 -0.2171
Si 5.8008 8.745 3.9167 0.1861 -0.1628 -0.128
Si 9.6679 8.745 3.9167 -0.0019 -0.1596 0.0697
Si 13.5351 8.745 3.9167 -0.0576 -0.1644 0.2462
Si 1.9474 6.3984 4.3389 -0.0013 -0.002 -0.0045
Si 5.8358 6.4001 4.3326 0.0015 -0.0057 -0.0042
Si 9.6859 6.4004 4.3383 -0.0021 -0.0056 -0.002
Si 13.5546 6.3996 4.3254 0.0018 -0.004 -0.0008
Si -0.0037 12.8085 4.3215 0.0015 -0.0051 -0.0033
Si 3.9101 12.815 4.3268 0.0062 -0.0074 -0.0024
Si 7.7594 12.8143 4.3145 0.0024 -0.0036 -0.0034
Si 11.602 12.8145 4.3455 -0.001 -0.0065 -0.0019
Si 0.0102 5.8038 5.5843 -0.0037 0.005 -0.0007
Si 3.905 5.7654 5.5296 0.0032 0.0044 0.0062
Si 7.7661 5.7877 5.5897 0.0036 -0.0037 -0.0003
Si 11.6308 5.7559 5.54 -0.0018 0.0018 0.0004
Si 1.9555 12.1859 5.4908 -0.0035 0.001 0.0111
Si 5.8632 12.2152 5.573 -0.007 0.0025 0.002
Si 9.6602 12.2002 5.5791 0.0021 0.0037 -0.002
Si 13.541 12.1756 5.5655 -0.0009 -0.0017 -0.0009
Si -0.0147 3.4617 5.9854 0.0009 0.0067 -0.0068
Si 3.9132 3.4478 5.9996 0.0068 0.0104 -0.0067
Si 7.7759 3.4605 6.0601 -0.0051 0.0081 -0.0142
Si 11.5744 3.4265 6.0235 -0.0016 0.0084 -0.0045
Si 1.9233 9.8553 5.9631 0.0016 0.0026 -0.0091
Si 5.8464 9.8681 5.9759 0.0009 0.0065 -0.0091
Si 9.6715 9.8541 6.0097 0.0045 -0.0017 -0.0104
Si 13.5077 9.8492 6.0415 0.0146 0.0103 -0.0125
Si 1.9425 2.8514 7.1562 -0.0102 -0.0119 0.0125
Si 5.8384 2.8802 7.3088 0.0007 -0.0079 -0.0065
Si 9.6921 2.8428 7.3881 0.0056 -0.013 -0.0075
Si 13.5195 2.792 7.2039 -0.0036 0.0037 0.0005
Si 0.0134 9.2684 7.2447 -0.0007 0.0097 -0.011
Si 3.8877 9.1823 7.0764 -0.0014 0.0084 0.0057
Si 7.7513 9.2286 7.2522 -0.0007 0.0034 0.0247
Si 11.556 9.1893 7.2895 -0.0214 -0.0011 -0.0018
Si 0.0044 6.9411 7.668 0.0119 -0.0197 0.0047
Si 3.9599 6.8708 7.5925 -0.0035 -0.012 -0.0164
Si 7.8205 6.8932 7.6826 0.0075 -0.0032 -0.0003
Si 11.6715 6.8286 7.6213 0.0154 -0.0084 -0.0127
Si 1.9814 13.3399 7.5165 0.0005 0.005 -0.0233
Si 5.9279 13.3674 7.6449 -0.0028 -0.0018 -0.0047
Si 9.6292 13.3179 7.6644 0.0017 0.0047 -0.0018
Si 13.5703 13.2975 7.6345 -0.0062 -0.0119 0.013
Si 1.9912 6.366 8.7932 -0.015 -0.0012 0.0274
Si 5.895 6.2922 8.8989 0.0093 0.0022 0.0027
Si 9.7745 6.1912 8.8645 -0.0223 -0.0062 0.0032
Si 13.5776 6.1861 8.9149 -0.0003 -0.0043 0.0153
Si 0.0966 12.7283 8.798 -0.0146 -0.0052 -0.0078
Si 3.9501 12.7121 8.6643 0.0138 -0.0203 0.006
Si 7.7599 12.7104 9.0415 0.0112 -0.0091 0.0614
Si 11.5842 12.624 8.7495 0.0064 -0.0047 -0.0042
Si 1.9068 4.0639 9.172 0.0025 0.0198 -0.0149
Si 5.8939 3.9689 9.4507 0.0023 -0.0035 0.0047
Si 9.7723 3.8635 9.6121 0.01 0.006 0.0009
Si 13.5442 3.8226 9.3133 0.0017 0.0091 0.0057
Si 0.0825 10.4131 9.3218 0.0003 0.0163 0.0049
Si 3.8999 10.3946 9.039 0.0026 0.0269 -0.0063
Si 7.6835 10.3491 9.3462 0.0046 0.016 -0.0204
Si 11.4338 10.3625 9.3717 0.016 0.0233 0.0034
Si 0.0533 3.3595 10.4798 -0.0175 -0.0145 0.0057
Si 3.7837 3.5135 10.411 0.0074 -0.032 0.0067
Si 7.7641 3.2882 10.894 -0.0048 -0.0275 0.0295
Si 11.8211 3.0707 10.8001 -0.0145 -0.0069 -0.0154
Si 2.1363 9.8422 10.4497 0.0079 -0.035 -0.0016
Si 5.6651 9.8023 10.4612 0.0019 -0.0316 -0.0059
Si 9.428 9.6722 10.7747 -0.0183 -0.0313 -0.0271
Si 13.5047 9.7727 10.3412 -0.018 -0.0213 -0.0052
Si 0.6061 1.0239 10.8069 0.0086 0.0238 0.0093
Si 3.7391 1.2134 10.55 -0.0001 0.0191 -0.0111
Si 8.1587 0.7089 11.3386 -0.0475 0.0417 -0.1573
Si 11.3607 0.7725 10.8396 -0.0282 0.0023 -0.0079
Si 2.4208 7.5472 10.785 0.0003 0.011 -0.0374
Si 5.5557 7.4478 10.9411 -0.0038 0.0358 0.0068
Si 10.0887 7.3943 10.8483 -0.0136 0.0195 0.0079
Si 13.2488 7.4953 10.8534 -0.0034 0.0082 -0.0254
O -3.1959 -0.5123 20.9101 -0.0024 -0.0135 -0.0013
O 6.5287 6.8263 12.1462 0.0131 -0.0079 -0.0035
O -3.8741 6.8391 26.2576 0.0304 0.0074 -0.0124
O 7.1503 10.4457 25.2148 0.0046 -0.0105 -0.0215
O 4.2908 -1.4327 23.312 0.0009 0.006 0.0017
O -2.565 -11.7238 17.1357 0.0076 0.0002 -0.0044
O 9.044 18.9765 21.1561 0.0024 -0.0061 0.0022
O 2.5196 10.4663 11.9719 0.0123 0.0132 0.01
O 3.7601 12.2189 13.5115 -0.0011 -0.0009 -0.0132
O 9.7091 5.8623 16.4805 0.0063 0.0003 -0.0045
O 11.1758 9.9224 16.0212 0.0046 -0.0062 -0.0045
O 12.1885 16.1406 12.4343 0.0123 0.0022 0.0199
O 15.4878 18.0942 16.943 -0.0003 -0.0002 -0.0088
O 11.6708 7.2728 11.3382 0.0136 -0.0023 -0.0032
O 2.222 13.7196 11.1473 0.0035 0.0014 -0.0036
O 4.8767 13.803 11.7534 0.0038 -0.0071 0.0086
O 1.3911 7.2028 11.997 -0.021 0.001 0.0102
O 15.8745 10.4908 15.797 0.0015 0.0031 -0.0091
O 8.1463 18.875 14.1933 0.0056 0.0063 0.0137
O 3.417 3.9848 11.9856 -0.0046 -0.0044 0.013
O 7.6775 4.3741 12.1764 0.0045 0.0356 -0.0025
O 14.728 1.4761 19.1218 0.0042 0.0055 0.0027
O 9.383 12.3712 17.9978 0.0001 -0.0035 -0.0041
O 9.2022 6.5674 11.9474 0.0001 0.003 -0.0064
O 8.3426 -4.2134 23.8748 0.0062 -0.0041 0.0024
O 10.1044 3.4017 25.8559 0.0056 -0.0097 -0.0118
O 4.5746 6.8361 18.2693 0.0004 -0.0036 -0.0016
O 8.9698 7.3448 26.0432 -0.0123 0.0407 -0.0069
O 6.4739 7.0687 25.2853 0.0181 0.0096 -0.0074
O 4.6118 0.7371 25.9782 0.0233 0.0095 -0.0113
O 15.7762 15.2541 23.6455 -0.0007 0.0005 0.0064
O 3.7416 9.8688 25.4035 0.0009 -0.0166 -0.0382
O 15.0889 0.3482 25.1493 -0.003 0.0094 -0.0214
O 7.1613 0.9085 25.385 -0.0033 0.0066 -0.0168
O -1.3267 7.2209 25.5154 0.01 0.0062 -0.0046
O -2.5957 3.7391 25.5755 -0.0056 -0.0061 -0.0087
O 15.0636 2.594 16.7349 -0.0001 -0.0013 -0.0061
O 9.5457 0.4187 26.3245 0.0151 0.0004 -0.0291
O 5.6905 3.1247 25.4312 0.0009 -0.0223 -0.0168
O 1.9984 13.1153 26.2493 -0.0332 0.0076 -0.0085
Si -10.0469 22.7429 15.0683 0.0017 -0.002 0.0073
Si 5.2295 -4.5977 17.6489 0.0033 0.0037 -0.0008
Si 22.0616 11.1952 21.0748 0.0049 -0.0003 -0.007
Si 2.9014 16.3345 13.4625 -0.0002 -0.0013 0.0064
Si 6.0702 4.1646 16.6513 0.0031 0.0072 0.0079
Si 5.681 1.5219 25.067 0.007 0.0262 -0.0191
Si -4.667 11.1089 14.9439 -0.0056 -0.0073 0.0082
Si 8.1857 -4.3425 17.6719 -0.0012 0.0013 0.0026
Si 9.7837 5.0764 20.1399 0.0021 -0.0001 -0.0048
Si 8.8944 0.9627 17.3851 -0.0008 0.0003 0.006
Si 0.8906 12.0549 15.9662 -0.0031 0.0036 0.0125
Si 15.3375 13.6954 23.6213 -0.0097 0.0016 0.0109
Si 4.7139 12.8131 22.5689 0.0036 0.0004 -0.0044
Si 10.4545 6.6734 17.7282 -0.0012 -0.0017 0.0043
Si -3.8104 14.0177 16.0605 -0.0003 -0.0005 0.0141
Si 12.7564 11.4591 12.7893 -0.0028 0.003 0.0097
Si 15.7134 7.083 20.0949 -0.0011 -0.0012 -0.0037
Si 14.4961 14.0778 17.5085 -0.0036 -0.0058 0.0024
Si 9.0543 23.945 18.9743 -0.0041 -0.0004 0.0012
Si 8.0979 11.0516 13.4239 0.0007 0.0051 -0.0009
Si -7.5079 10.1857 23.8034 -0.0089 -0.0018 0.0022
Si 14.9423 13.0775 13.5221 -0.0038 -0.0067 0.0123
Si 1.0683 -3.9384 22.3992 0.0025 -0.0022 0.0058
Si 7.8535 5.9532 12.6009 -0.0134 -0.0191 0.014
Si 3.1073 4.8107 16.0921 0.0066 -0.0038 0.0098
Si -9.322 1.3675 15.7427 -0.0001 -0.0036 0.0043
Si 0.194 2.5521 19.9498 -0.0049 -0.0011 -0.0006
Si 8.0242 -5.551 24.7434 -0.031 0.0036 -0.0244
Si 12.3825 8.9779 16.6222 -0.0018 0.0043 0.0118
Si 0.5985 16.5916 17.2632 0.0055 0.0015 0.0033
Si 16.4581 16.7204 23.7432 0.0078 -0.0015 0.0211
Si -0.2272 9.0122 15.4746 0.0052 -0.0019 0.0039
Si 17.312 13.3591 21.4397 0.0084 -0.0071 -0.012
Si 16.4521 6.5896 17.1767 -0.0022 0.006 0.0056
Si 15.5969 20.0916 13.0039 0.009 -0.0058 0.0026
Si 7.6079 3.0708 19.1194 0.0004 0.0011 -0.0045
Si -10.9553 0.8295 13.3453 0.0076 -0.0002 0.0057
Si 7.8971 5.9451 22.3134 0.0066 0.0028 -0.0049
Si 10.8992 11.1534 23.667 -0.0074 -0.0032 0.0067
Si -3.7904 -2.0387 20.8421 -0.0004 0.003 -0.009
Si -0.0294 17.2323 13.4034 0.0003 0.0124 0.0124
Si 21.5199 16.8471 21.1736 0.0013 -0.0021 -0.0105
Si -10.3507 7.4275 22.3357 0.0007 0.0092 -0.0054
Si 3.9151 10.7728 12.7672 -0.0007 0.0024 0.0126
Si 1.0598 10.7831 20.2243 0.0035 -0.0028 -0.0037
Si -2.4198 2.8253 13.7543 -0.0032 0.0034 0.007
Si 8.2711 6.2997 15.7805 -0.003 -0.001 -0.0057
Si 18.985 17.7264 22.0063 -0.0074 -0.0031 -0.0076
Si -1.477 9.5163 19.2466 -0.0073 0.0005 -0.0057
Si 0.0023 -4.7652 25.0771 0.0077 -0.0099 -0.0105
Si 14.4591 4.6916 21.8069 0.0014 0.0009 -0.0062
Si 19.5231 -2.3021 19.2981 0.0022 0.0014 0.0026
Si 3.8469 9.8752 23.7734 -0.0027 0.0018 0.0139
Si 11.5009 2.9424 25.1435 -0.0024 -0.0103 -0.0081
Si 19.5309 -0.5927 16.8533 0.0042 -0.0034 0.0094
Si 11.7026 -9.3587 22.0761 -0.0082 -0.0005 0.0009
Si 12.455 13.3054 22.1956 0.0089 0 -0.0106
Si 20.0219 6.3082 19.8187 0.0001 0.0075 -0.0074
O -1.2771 7.2094 12.174 0.0188 -0.0018 0.0111
O 12.0213 15.1371 14.9133 -0.006 -0.0044 -0.0029
O -1.4945 0.5597 22.7891 -0.01 -0.0024 -0.0003
O -5.2519 14.4755 16.6966 0.0006 0.0003 -0.0091
O -5.0663 -2.1246 19.8092 0.008 0.0023 0.0027
O -3.631 1.3823 25.5479 0.006 0.0178 -0.0105
O 14.1693 1.6728 13.4982 -0.0007 0.01 -0.0177
O 1.3591 7.2514 25.5048 -0.0205 0.0104 -0.0061
O 5.891 0.8099 14.224 -0.0003 0.0053 -0.0015
O 8.5973 4.341 19.3075 -0.0012 -0.0029 -0.0003
O 5.4208 8.5472 16.0229 -0.0018 -0.0048 -0.0011
O 3.5258 2.0402 13.8286 -0.0039 0.0078 -0.015
O 15.2259 17.1953 11.7802 0.0059 -0.0063 -0.0017
O 7.5973 0.871 16.3608 0.0046 0.0005 -0.0064
O 6.1777 15.8223 15.5128 -0.0013 0.0018 -0.0068
O -0.5318 18.6633 20.7756 0.0023 0.0053 -0.0043
O 18.0468 10.2167 19.946 -0.0064 0.0019 -0.0015
O 11.7159 7.5424 17.1159 -0.0016 -0.0009 -0.0072
O 9.203 11.276 14.6321 0.0096 0.0009 -0.0028
O 11.416 12.5293 15.4457 0.0036 0.013 -0.0061
O 0.0064 8.266 23.4639 0.0038 0.0046 -0.0121
O 18.7297 -7.3574 20.4585 0.0019 0.0015 -0.002
O -2.6122 4.6296 22.0786 -0.0021 -0.0017 0.0061
O -14.2056 16.2418 13.642 0.0024 0.0055 -0.0116
O 6.7152 7.0819 22.2859 0.0013 -0.0052 0.0062
O 6.0125 12.6222 21.597 0.0028 -0.0053 0.0052
O 2.4301 6.2565 16.4686 -0.0017 0.001 -0.0085
O -0.9814 8.0075 19.5498 0.0044 -0.0041 0.0006
O 6.8107 10.349 14.2311 -0.0009 -0.0018 -0.0091
O 0.491 10.2184 21.6544 0.0014 0.0042 -0.0006
O -4.6433 5.7008 19.0089 0.0023 -0.0027 0.0034
O -10.625 0.8483 16.6291 -0.0037 -0.0004 -0.0034
O 5.8124 18.0962 20.0992 -0.003 0.0021 0.0011
O 7.0229 18.2878 16.421 -0.0065 -0.0059 -0.0053
O 7.1443 23.2419 22.4087 -0.005 0.0051 -0.007
O 17.9457 12.1769 16.39 0.0057 -0.0003 -0.0075
O 16.5922 0.1451 22.8628 0.0122 -0.0026 -0.0077
O 8.8117 10.0627 12.3003 -0.0108 0.0171 0.0273
O 19.6593 6.1548 22.8669 0.0042 -0.0054 0.001
O -2.5342 -2.9633 20.4233 -0.0014 0.0008 0
O 9.8077 13.5025 11.3987 0.0651 0.0011 0.016
O 8.4879 1.7901 18.716 -0.0014 0.0022 0.0008
O 17.6985 17.0734 22.729 0.0086 0.0051 -0.0023
O 0.0029 9.5637 25.7011 -0.0004 -0.014 -0.0141
O 9.339 -5.1859 18.4429 0.0028 0.0007 -0.003
O -0.7226 3.2733 21.0655 0.0067 -0.0057 -0.0032
O 15.6837 8.5789 13.9618 -0.0039 0.0075 0.0008
O 4.2449 9.6734 13.9435 0.0008 0.0021 -0.0069
O -0.2205 4.8869 23.2428 -0.0031 -0.0045 -0.0032
O 16.9269 1.976 20.8061 -0.0031 -0.0027 -0.0046
O 7.7507 12.4512 12.5634 -0.0075 -0.0521 0.064
O 2.0731 16.4537 16.5672 -0.0051 0.0023 -0.0039
O 3.447 0.4522 21.6589 -0.0128 -0.0009 -0.0001
O 12.1071 14.7838 21.6154 -0.0008 0.0004 0.0024
O 19.7032 9.3763 18.1773 -0.0016 0.0022 -0.0034
O -3.9577 10.7238 13.5204 -0.0027 0.0045 -0.006
O 19.5539 11.9416 18.4704 -0.001 -0.0009 -0.0038
O 9.273 11.1603 23.8279 0.0104 -0.0019 0.0017
O 4.6345 16.5223 21.9016 0.0018 0.0027 0.0031
O 3.9083 6.7723 26.15 0.0063 0.0026 -0.0007
O 3.956 7.1903 11.3334 0.0055 -0.009 0.0003
O 1.1754 19.5766 18.7955 -0.002 0.0004 0.0021
O 18.8748 4.6651 14.4951 -0.002 0.0033 -0.0027
O 13.5957 8.86 15.5193 -0.0036 0.0002 -0.0104
O 4.9968 11.1542 16.0474 -0.0074 0.0105 -0.0009
O -10.5442 8.7559 23.2526 0.0041 -0.0101 -0.001
O -8.2732 4.4817 22.2359 -0.0029 -0.0017 0.0006
O 0.2819 5.9224 13.9181 -0.0016 -0.0053 -0.0153
O 11.2527 10.2612 22.34 0.0054 -0.0008 -0.005
O 15.8443 7.9623 16.574 0.002 -0.0045 -0.0026
O 11.178 3.2534 23.5944 0.0024 0.0068 -0.0174
O 14.0377 4.0592 14.1817 0.0049 0.0028 -0.0125
O 24.0582 10.0309 17.8536 0.0006 0.0016 -0.0057
O 11.4459 -0.1515 23.3455 0.0023 -0.0003 0.0008
O 15.3533 10.4414 19.1366 0.0032 -0.0005 -0.0008
O 15.4286 12.8975 11.982 -0.0014 -0.0095 -0.0019
O -1.6271 11.9374 13.9091 0.0048 0.0029 -0.0031
O 0.7985 16.4354 18.8746 -0.0006 -0.0006 -0.0006
O 0.7035 -12.7516 14.5675 0.0031 -0.0025 -0.0025
O 11.5544 10.5268 25.0512 -0.0024 -0.0091 -0.034
O 5.2189 10.7762 11.7584 -0.0151 0.0086 0.0065
O 22.1718 15.5569 20.434 -0.0002 -0.0026 0.0044
O 17.0316 3.9927 25.2587 -0.0106 -0.0106 -0.0371
O 15.3646 -0.0575 17.0594 -0.0009 0.0042 -0.0057
O 6.5143 16.2217 17.9887 0.0035 -0.002 -0.0044
O 1.2368 7.7676 21.2112 -0.0018 -0.005 -0.0044
O 13.5431 -2.4306 11.8751 0.0096 0.0036 0.007
O 16.7277 -0.4478 20.2855 0.0026 0.0027 0.0069
O 2.4315 9.3572 23.1493 -0.0119 -0.0045 -0.0042
O 8.5363 6.0346 23.8144 -0.002 -0.0143 -0.0145
O 10.551 3.9818 21.0601 -0.0014 0.005 -0.0004
O 4.531 4.6233 16.8328 0.0017 -0.0005 -0.0073
O 20.7591 10.4629 20.3764 -0.0003 0.0007 -0.0005
O 4.6953 7.6524 20.7641 -0.0019 -0.0072 -0.0011
O 13.1244 9.6887 17.8847 0.0036 -0.0003 0.0004
O 6.7151 8.2742 18.33 -0.0019 -0.0011 -0.0026
O 5.1822 1.2036 23.5546 -0.0087 -0.0128 -0.015
O 8.1472 7.9118 16.1257 0.0004 0.0039 -0.0065
O 12.2666 12.7726 11.9442 0.0048 -0.0077 0.0024
O 23.2866 -1.437 20.0153 0.0039 0.0014 -0.0044

Results
free energy: -248718.958 eV
free energy less fixed offsets of O -568.88, Si -635.61 eV per atom: -3.498 eV

The program warned: the cutoff lies below the one the program advises for these potential files; the forces do not sum to zero within the program's tolerance; the exchange-correlation potential is rough where the density is thin.
